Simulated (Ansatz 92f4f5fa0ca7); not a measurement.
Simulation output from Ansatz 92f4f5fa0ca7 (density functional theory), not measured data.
Periodic cell of 171 atoms, Si99O72, from a study of silicon, its oxide and their interface. The atomic structure is a simulated model.

Settings: functional PBE; potential files Ansatz PAW; basis plane waves; wave-function cutoff 700 eV; density cutoff ratio 5; exchange-correlation grid ratio 2; k mesh 2 x 2 x 1, shifted by 0.5 0.5 0.5 of a step; self-consistency stop 5e-08 eV per atom in the density residual; occupations Fermi-Dirac, 0.05 eV; spin none; net charge 0.

Cell vectors (angstrom)
a, 11.5983, 0, 0
b, 0, 11.5983, 0
c, -4.5012, -0.7278, 22.9592

Atoms: element, x, y, z (angstrom)
Si, -0.8853, -0.103, 0.5816
Si, -0.8417, 2.966, 0.0242
Si, -0.8888, 8.364, 0.0163
Si, 2.8916, -0.1017, 0.5634
Si, 2.9472, 2.9538, 0.393
Si, 2.6304, 8.4448, -0.2434
Si, 6.8477, 0.4599, 0.2548
Si, 6.8082, 3.4924, 0.5833
Si, 6.8279, 6.6504, 0.143
Si, 1.0096, 11.4617, 1.9025
Si, 0.9581, 3.5178, 1.5207
Si, 0.9738, 7.7578, 1.4197
Si, 4.953, 11.4487, 1.6079
Si, 4.8081, 3.4932, 1.7559
Si, 4.7372, 7.5074, 1.1247
Si, 8.6823, 11.5106, 1.687
Si, 8.9009, 3.5412, 1.57
Si, 8.7648, 7.5258, 1.3476
Si, 0.9781, 1.7984, 3.1441
Si, 0.9872, 5.6237, 2.7068
Si, 1.0072, 9.4653, 3.0477
Si, 4.8667, 1.6273, 3.118
Si, 4.7457, 5.6213, 2.7316
Si, 4.9363, 9.3988, 2.7624
Si, 8.7743, 1.7356, 3.0906
Si, 8.8962, 5.5828, 2.7711
Si, 8.6512, 9.4587, 2.8625
Si, -0.94, 1.6982, 4.4948
Si, -0.862, 5.5946, 4.2349
Si, -0.9927, 9.484, 4.3209
Si, 2.9361, 1.7062, 4.4601
Si, 2.8782, 5.5758, 4.1607
Si, 3.0335, 9.4912, 4.2818
Si, 6.8117, 1.6889, 4.4059
Si, 6.8119, 5.5715, 4.0151
Si, 6.762, 9.4578, 4.2696
Si, -0.9053, 11.3524, 5.8493
Si, -0.9736, 3.6911, 5.7096
Si, -0.944, 7.5189, 5.6086
Si, 2.9208, 11.3818, 5.8244
Si, 2.9429, 3.7099, 5.6713
Si, 3.0248, 7.4883, 5.517
Si, 6.7736, 11.3674, 5.7945
Si, 6.7618, 3.7191, 5.5351
Si, 6.8018, 7.4402, 5.4449
Si, 1.0176, -0.1938, 7.2971
Si, 0.9939, 3.6239, 7.0359
Si, 1.0931, 7.5453, 6.8275
Si, 4.8266, -0.1473, 7.2183
Si, 4.9159, 3.7588, 6.9964
Si, 4.9579, 7.407, 6.8931
Si, 8.7315, 11.3622, 7.1773
Si, 8.6029, 3.6286, 6.9956
Si, 8.646, 7.4868, 6.8964
Si, 0.921, 1.9035, 8.71
Si, 1.1113, 5.6422, 8.1391
Si, 1.1329, 9.2784, 8.3841
Si, 4.7949, 1.9947, 8.5682
Si, 5.0111, 5.5932, 8.4317
Si, 4.9273, 9.2791, 8.2938
Si, 8.6104, 1.7558, 8.5241
Si, 8.6652, 5.5707, 8.2407
Si, 8.621, 9.3369, 8.3979
Si, -1.132, 2.598, 9.8961
Si, -0.8917, 5.6617, 9.2856
Si, -0.9253, 8.6937, 9.3349
Si, 2.8751, 2.5423, 9.9728
Si, 2.9814, 5.6739, 9.5527
Si, 3.106, 8.8001, 9.7233
Si, 6.6651, 1.4485, 10.0342
Si, 6.9684, 5.8453, 9.8942
Si, 6.695, 9.0095, 9.9118
Si, 3.0116, -1.4564, 20.3801
Si, -1.6509, -0.0518, 14.1148
Si, -1.5101, -0.9444, 18.1611
Si, 9.8032, 7.3878, 13.8257
Si, 3.6271, 3.3375, 14.9157
Si, -2.8983, 2.1676, 12.4008
Si, 2.4135, 7.3368, 20.3215
Si, -3.9094, 7.3723, 20.3575
Si, 5.0661, 0.2703, 18.8911
Si, 3.254, 1.0022, 12.8007
Si, -2.7482, 9.3031, 15.9149
Si, 2.968, 6.2155, 15.0097
Si, -1.1076, 4.5099, 18.0904
Si, 2.6873, 1.2917, 17.0684
Si, 0.6525, 9.1157, 19.2255
Si, -4.6522, 2.6663, 19.9872
Si, 7.8608, 5.0933, 12.9375
Si, 1.2796, 6.6502, 17.7297
Si, 4.9667, -0.9309, 11.365
Si, 7.3304, -1.7421, 18.3607
Si, 1.2353, -0.3419, 14.8331
Si, 5.7985, 5.3226, 15.381
Si, 7.5247, 5.1036, 18.0612
Si, 10.8461, 9.4951, 12.0691
Si, 0.0016, 1.7547, 18.3817
Si, -1.5916, 2.9493, 20.4702
Si, 1.0713, 8.2684, 13.8722
O, -0.9028, 7.1587, 10.098
O, -0.716, 3.7566, -1.4646
O, 1.9675, 0.2691, 13.5006
O, -0.884, 10.038, -0.271
O, -0.518, 3.0755, 17.5467
O, -4.1706, 8.8055, 19.5935
O, 6.7372, 4.9852, -0.2044
O, 2.8753, 1.3815, -0.2608
O, 2.4497, -1.2467, 21.8884
O, -1.3446, 4.3794, 19.7056
O, 9.0154, 4.7774, 17.4303
O, 6.7961, 2.0563, -0.3336
O, -2.4842, 7.3036, 21.2026
O, 2.8871, 2.6447, 16.1877
O, 2.1128, 0.0815, 16.1403
O, -3.0539, 2.3131, 20.0983
O, -0.9831, -0.6827, 12.7845
O, -5.1051, 7.0385, 21.4353
O, -0.2121, 7.3082, 14.294
O, -4.2536, 1.7884, 11.5327
O, 0.7305, 8.8363, 12.3722
O, -2.7273, 10.5429, 14.8464
O, 5.1237, 3.8253, 15.3609
O, -3.1858, 3.585, 13.1344
O, 3.5452, 9.9528, 10.8718
O, 2.8674, 1.5757, 11.324
O, 4.5135, -0.0588, 12.6757
O, 9.6906, 8.4892, 12.6321
O, 4.5716, 6.4233, 15.2921
O, 7.2406, 5.1804, 11.4179
O, 5.7617, 0.057, 10.2988
O, 6.5966, 5.5189, 16.7859
O, 5.9132, -0.9767, 18.2895
O, 2.4137, 7.3446, 13.9546
O, -0.2936, 0.269, 15.0018
O, -5.5193, 1.4118, 19.4195
O, 3.0509, 3.9739, -0.9111
O, 7.0322, 7.4395, 10.2483
O, 9.1774, 6.0184, 13.2507
O, -3.0606, -0.6338, 18.5502
O, -3.9027, 6.3014, 19.1364
O, 1.795, -1.3019, 19.2733
O, 0.7945, 8.2169, 17.8531
O, 2.8681, 4.1975, 10.4251
O, -0.0423, 5.6905, 17.7533
O, 4.1105, 0.8645, 17.7165
O, 6.744, 5.479, 14.067
O, -0.7899, -1.7657, 19.3712
O, 3.7407, 2.2627, 13.7126
O, -1.4733, -1.974, 16.8879
O, 6.14, 9.4988, 11.4488
O, 4.1474, -0.338, 20.0929
O, 1.6151, 1.6313, 18.2461
O, 2.3184, 6.3872, 18.9806
O, -0.9283, 4.2577, 10.225
O, -1.5881, 2.0849, 11.4182
O, 6.822, 3.8592, 18.867
O, -0.8125, 1.3159, -0.3498
O, 3.509, -3.0266, 20.2058
O, -0.4174, 1.9255, 19.9504
O, -2.5676, 1.2066, 13.6833
O, 7.5267, -2.4079, 16.8652
O, 7.2285, 7.1595, -1.371
O, 0.9319, 8.0822, 20.4716
O, 1.2102, 9.6126, 14.8091
O, 3.0137, 7.205, 10.3395
O, 2.7771, 4.6759, 14.4635
O, -0.7306, 0.4232, 17.7984
O, -2.6383, 7.8784, 15.1408
O, -0.9064, 9.846, 10.5187
O, 2.0898, 6.4098, 16.3607
O, 2.7572, 10.1201, -0.3906

Results
free energy: -103890.640 eV
free energy less fixed offsets of O -569.03, Si -635.61 eV per atom: 4.910 eV
pressure: -1.05 GPa
stress xx, yy, zz, yz, xz, xy (GPa, positive in tension): 0.63, 1.99, 0.55, -0.15, 0.01, 0.56

Forces (eV/angstrom), in the order of the atoms: element, x, y, z
Si, -0.0876, 0.029, -0.5982
Si, -0.063, -0.0995, -0.3745
Si, -0.0445, 0.1435, -0.1968
Si, 0.0925, 0.1857, -0.6272
Si, 0.2004, -0.1985, -0.4227
Si, -0.1362, 0.152, 0.0366
Si, -0.0759, 0.1522, -0.4817
Si, -0.1842, 0.0158, -0.5251
Si, -0.0024, -0.2422, -0.3934
Si, -0.0007, -0.0001, -0.0902
Si, 0.0232, -0.0534, -0.0716
Si, -0.0518, 0.1405, -0.164
Si, 0.21, 0.0617, -0.1667
Si, -0.1106, -0.1427, -0.2248
Si, 0.0561, 0.019, -0.1313
Si, -0.1595, -0.0412, -0.2106
Si, 0.2917, -0.1407, -0.2865
Si, 0.0647, -0.0033, -0.0502
Si, -0.0522, 0.0909, 0.3292
Si, 0.0052, 0.1058, -0.1905
Si, 0.012, -0.1711, 0.3424
Si, -0.0548, -0.0525, 0.3398
Si, -0.081, 0.102, -0.056
Si, -0.113, -0.0575, -0.0645
Si, 0.0819, 0.0755, 0.336
Si, 0.0749, 0.1601, 0.0341
Si, 0.0954, -0.1096, 0.066
Si, 0.0331, 0.0293, -0.031
Si, -0.2409, -0.0809, 0.028
Si, 0.04, -0.0075, -0.0697
Si, 0.1062, 0.0368, -0.0381
Si, 0.2065, 0.0508, -0.0124
Si, -0.0439, -0.0545, -0.023
Si, -0.0192, -0.0555, 0.0061
Si, -0.0359, 0.1036, -0.1836
Si, 0.0008, 0.0033, 0.0731
Si, -0.0951, -0.0026, -0.0638
Si, 0.1332, -0.0714, 0.0707
Si, 0.0511, 0.1118, 0.0161
Si, -0.0192, 0.0341, -0.0575
Si, -0.1431, -0.1004, 0.0289
Si, -0.1331, -0.0172, -0.0073
Si, 0.0154, 0.0759, 0.0073
Si, 0.0493, -0.0177, 0.0871
Si, 0.1341, -0.0434, 0.1016
Si, -0.0209, 0.0616, 0.1348
Si, -0.0041, -0.1613, -0.2615
Si, 0.1269, 0.1596, -0.3676
Si, 0.1284, 0.0345, 0.2535
Si, -0.0448, -0.1395, 0.0283
Si, 0.1085, 0.0485, -0.0435
Si, 0.0967, 0.0164, 0.0105
Si, -0.0541, -0.1503, -0.1791
Si, -0.3038, 0.0783, -0.1685
Si, -0.0142, 0.1158, -0.0125
Si, 0.0327, 0.0468, 0.2361
Si, 0.1145, -0.1314, 0.2147
Si, 0.0681, -0.0454, 0.1145
Si, 0.2074, 0.0863, 0.2401
Si, 0.0038, -0.0217, 0.0858
Si, 0.0178, 0.0564, 0.0824
Si, -0.2554, 0.0547, 0.2018
Si, -0.1269, -0.1065, 0.146
Si, -0.1281, 0.1984, 0.3758
Si, 0.1197, 0.1562, 0.705
Si, 0.1232, -0.2806, 0.3646
Si, -0.1128, 0.1986, 0.0578
Si, -0.1901, 0.0803, 0.3502
Si, -0.001, -0.1826, -0.0022
Si, 0.2282, 0.1429, -0.103
Si, 0.4198, 0.004, 0.3968
Si, 0.0039, -0.3808, -0.139
Si, -0.0063, 0.0852, -0.5054
Si, 0.0268, -0.1808, 0.3508
Si, -0.0642, 0.0704, -0.1197
Si, 0.0537, 0.0252, 0.3107
Si, -0.0468, 0.0855, 0.2547
Si, 0.0995, -0.0365, 0.3732
Si, -0.1264, 0.0717, -0.3716
Si, 0.0777, 0.1015, -0.4511
Si, -0.0693, -0.0105, -0.2841
Si, -0.1825, 0.1476, 0.6095
Si, 0.0938, -0.048, -0.0192
Si, -0.0555, 0.0948, 0.1068
Si, 0.0864, 0.0236, -0.3139
Si, -0.0359, -0.0537, 0.0073
Si, -0.1697, 0.0243, -0.3503
Si, 0.0542, -0.1269, -0.4366
Si, 0.1435, 0.1914, 0.3628
Si, -0.1561, 0.0496, -0.0952
Si, 0.0085, -0.3463, 0.0147
Si, 0.1208, 0.1769, -0.2845
Si, -0.0504, -0.0528, 0.2984
Si, -0.1542, -0.0624, 0.1016
Si, 0.1265, -0.1287, -0.2141
Si, 0.0112, -0.0123, 0.4818
Si, -0.0142, -0.0128, -0.2521
Si, 0.0997, -0.0468, -0.3875
Si, -0.1049, -0.0817, 0.3588
O, -0.0984, 0.1898, -0.6425
O, -0.1402, -0.183, 0.6156
O, 0.2051, 0.1113, -0.3141
O, -0.1077, -0.2635, 0.288
O, -0.0462, -0.0346, 0.0967
O, 0.0081, -0.255, 0.3542
O, 0.0807, 0.3679, 0.4788
O, -0.0356, 0.1973, 0.5671
O, -0.0625, 0.1286, 0.308
O, -0.0421, 0.021, 0.233
O, -0.0655, 0.008, 0.1186
O, 0.0841, -0.23, 0.5961
O, 0.2126, 0.0561, 0.3666
O, 0.0177, 0.0525, -0.1047
O, -0.0106, 0.0135, -0.1006
O, -0.0894, -0.0065, 0.134
O, 0.0455, 0.0434, -0.1375
O, -0.2151, 0.0663, 0.406
O, -0.0299, 0.0715, -0.1154
O, -0.388, -0.1286, -0.4548
O, -0.0203, 0.0657, -0.2173
O, 0.0957, 0.105, -0.1073
O, 0.0015, -0.0288, -0.0799
O, -0.0232, -0.1553, -0.243
O, 0.0322, -0.0619, 0.0225
O, 0.0437, 0.2429, -0.2021
O, 0.1225, -0.1168, -0.2745
O, 0.0134, 0.0916, -0.2234
O, 0.0368, -0.0094, -0.0336
O, -0.2316, 0.0711, -0.6376
O, 0.0778, 0.349, 0.0492
O, 0.0187, 0.0187, 0.0503
O, -0.034, -0.0013, 0.1182
O, 0.0506, -0.0343, -0.0907
O, -0.0494, 0.0167, -0.1513
O, 0.0985, 0.1219, 0.2042
O, -0.0314, -0.111, 0.2509
O, -0.2293, 0.1514, -0.0476
O, -0.1392, -0.1213, -0.2013
O, -0.0791, -0.0975, 0.1064
O, -0.0135, 0.1659, 0.3148
O, 0.1154, 0.0149, 0.2267
O, 0.0275, 0.0291, 0.1382
O, 0.1075, -0.2136, -0.3573
O, -0.0065, -0.01, 0.1046
O, 0.0585, -0.0243, 0.096
O, 0.0884, -0.0314, -0.2069
O, 0.099, -0.0514, 0.1103
O, 0.034, -0.1636, -0.2708
O, -0.0331, 0.0133, 0.0534
O, 0.0377, 0.1467, -0.2832
O, -0.0154, -0.0853, 0.219
O, -0.0918, 0.0211, 0.0608
O, 0.0926, 0.055, 0.2283
O, -0.0793, -0.3396, -0.4865
O, 0.1776, 0.0585, -0.3097
O, -0.0273, -0.0363, 0.2298
O, -0.0586, 0.0998, 0.3812
O, 0.0762, -0.1035, 0.1563
O, -0.1295, 0.0765, 0.2055
O, -0.1424, 0.2277, -0.3363
O, -0.0581, 0.0031, 0.1116
O, -0.034, -0.023, 0.3021
O, 0.0835, -0.1104, 0.1658
O, 0.003, -0.0308, -0.1241
O, 0.0269, 0.0403, -0.37
O, 0.0329, -0.049, -0.0502
O, 0.0148, 0.0699, 0.0987
O, 0.0476, 0.0242, -0.1329
O, -0.0684, -0.0436, 0.1094
O, 0.0742, -0.0383, 0.0243
O, 0.145, -0.4164, 0.2484

The program warned: the cutoff lies below the one the program advises for these potential files.
